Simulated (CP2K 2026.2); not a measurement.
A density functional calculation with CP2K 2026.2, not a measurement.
Periodic cell of 504 atoms, Si360O144, from a study of silicon, its oxide and their interface. The atomic structure is a simulated model.
Doubt: the forces sum to 1.43 eV/angstrom along one axis rather than to zero, so they err by at least 0.0028 eV/angstrom per atom on average; the grid cutoff is modest.

Settings
functional: PBE
method: Gaussian and plane waves
basis set: DZVP-MOLOPT-SR-GTH
pseudopotentials: GTH-PBE
grid cutoff: 350 Ry, relative cutoff 50 Ry
k points: Gamma only
occupations: fixed
spin: none
net charge: 0

Cell vectors (angstrom)
a	16.32	0	0
b	0	16.32	0
c	-6.8604	-7.5602	33.3797

Atoms and the computed forces on them: element, x, y, z (angstrom), force x, y, z (eV/angstrom)
Si	-5.12	7.085	33.377	-0.159	0.189	0.769
Si	4.402	1.2	0.079	-0.205	0.011	0.746
Si	1.098	4.14	0.116	0.16	-0.035	0.798
Si	-2.509	-1.239	33.206	-0.182	0.345	0.696
Si	-5.612	2.461	33.293	0.092	-0.434	0.708
Si	3.89	12.455	0.395	-0.028	0.057	0.757
Si	6.403	15.132	0.187	0.225	0.081	0.709
Si	9.779	1.023	0.071	-0.132	0.169	0.796
Si	6.701	4.201	0.095	0.187	-0.101	0.746
Si	9.335	7.018	0.158	0.134	-0.022	0.809
Si	7.141	9.226	0.03	-0.22	0.097	0.906
Si	2.947	4.645	33.363	-0.326	0.036	0.654
Si	11.865	15.057	0.298	0.186	0.026	0.684
Si	14.564	1.444	0.177	0.141	0.025	0.672
Si	5.662	-3.755	33.344	-0.246	0.115	0.75
Si	8.435	-1.108	33.234	-0.172	0.292	0.769
Si	5.266	2.456	33.32	0.08	-0.319	0.645
Si	15.256	12.113	0.199	-0.134	0.109	0.769
Si	2.754	0.015	1.306	0.021	0.028	-0.072
Si	5.525	2.7	1.455	0.035	0.013	-0.035
Si	2.756	5.341	1.287	-0.028	0.006	-0.034
Si	5.403	8.078	1.16	-0.021	-0.041	-0.056
Si	2.647	10.917	1.557	-0.016	-0.016	-0.012
Si	5.367	13.685	1.658	0.031	0.014	-0.011
Si	8.134	-0.069	1.362	-0.001	-0.014	-0.077
Si	10.901	2.691	1.315	0.018	-0.012	-0.037
Si	8.167	5.45	1.436	-0.001	0.026	-0.035
Si	10.999	8.278	1.216	-0.011	0.049	-0.052
Si	8.202	10.94	1.251	0.037	0.038	-0.046
Si	10.758	13.571	1.631	-0.014	0.002	-0.025
Si	13.458	-0.049	1.534	-0.018	-0.011	-0.019
Si	-0.113	2.632	1.4	-0.001	-0.021	-0.063
Si	13.664	5.418	1.251	0.026	0.006	-0.031
Si	0.107	8.19	1.055	-0.007	0.024	-0.014
Si	13.635	10.97	1.439	0.008	-0.005	-0.021
Si	0.118	13.66	1.434	0.041	0.038	-0.055
Si	1.343	1.32	2.687	0.038	0.001	0.008
Si	4.077	4.035	2.733	-0.008	0.006	0.015
Si	1.408	6.833	2.563	-0.04	-0.018	0.001
Si	4.101	9.444	2.646	0.02	-0.02	-0.013
Si	1.335	12.288	2.897	-0.007	0.021	0.027
Si	4.001	15.066	2.89	-0.052	0.005	0.046
Si	6.871	1.344	2.781	0.02	-0.023	0.036
Si	9.556	4.06	2.699	0.008	-0.024	0.003
Si	6.731	6.804	2.703	-0.019	0.026	0.025
Si	9.592	9.592	2.647	-0.004	-0.004	0.034
Si	6.83	12.215	2.731	0.02	-0.004	-0.008
Si	9.379	14.94	2.87	-0.01	0.028	0.044
Si	12.151	1.369	2.835	-0.053	0	0.035
Si	14.922	4.071	2.736	-0.026	0.001	0.042
Si	12.291	6.825	2.582	-0.025	-0.001	-0.023
Si	15.017	9.454	2.602	0.054	0.011	0
Si	12.279	12.273	2.842	0	0	0.012
Si	14.983	14.972	2.752	-0.022	-0.036	0.013
Si	0.004	0.008	4.108	0.016	-0.001	0.002
Si	2.695	2.693	4.068	0.022	-0.017	-0.004
Si	0.029	5.471	3.989	0.029	-0.018	-0.036
Si	2.73	8.13	4.029	-0.022	0.004	-0.002
Si	-0.046	10.837	4.091	-0.018	0.009	-0.027
Si	2.703	13.639	4.219	-0.005	0.016	0
Si	5.451	0.056	4.168	0.011	-0.032	-0.028
Si	8.209	2.729	4.112	-0.006	-0.027	-0.013
Si	5.413	5.432	4.085	0.023	0.013	-0.007
Si	8.171	8.196	3.993	-0.005	0.019	-0.064
Si	5.45	10.827	4.033	-0.037	0.012	-0.005
Si	8.091	13.55	4.195	-0.003	0.011	0.007
Si	10.798	-0.003	4.164	0.014	0.01	-0.008
Si	13.563	2.74	4.125	0.026	-0.021	-0.024
Si	10.919	5.472	3.998	0.021	0.007	-0.013
Si	13.644	8.134	4.005	0.007	0.018	-0.02
Si	10.903	10.876	4.12	-0.028	-0.011	-0.005
Si	13.643	13.628	4.15	-0.011	0.012	0.009
Si	1.36	-1.343	16.31	-0.003	0	0.002
Si	4.058	1.357	16.297	-0.007	-0.004	0.003
Si	1.352	4.072	16.296	-0.004	0	0.011
Si	4.072	6.816	16.251	0.004	-0.006	-0.01
Si	1.342	9.536	16.318	0.021	-0.007	0.012
Si	4.103	12.28	16.307	0.004	0.001	0.003
Si	6.797	-1.345	16.327	-0.001	0.005	0.001
Si	9.5	1.358	16.335	-0.025	0.005	0.001
Si	6.838	4.102	16.274	-0.01	0.008	-0.007
Si	9.527	6.784	16.315	-0.009	-0.003	0.004
Si	6.82	9.536	16.282	0.01	0.008	-0.004
Si	9.538	12.236	16.318	0.009	0.007	-0.002
Si	12.239	-1.366	16.341	0.003	0.003	0.006
Si	-1.383	1.336	16.316	0.006	-0.023	-0.003
Si	12.22	4.067	16.333	0.002	-0.004	0
Si	-1.409	6.793	16.315	-0.015	0.003	-0.005
Si	12.255	9.51	16.342	0.007	-0.004	0.003
Si	-1.347	12.234	16.351	-0.002	-0.005	0.012
Si	2.717	-0.005	17.694	0.01	0.011	0
Si	5.443	2.755	17.567	0.002	0.013	0.001
Si	2.689	5.496	17.608	0.008	-0.012	0.025
Si	5.488	8.122	17.59	-0.021	-0.002	-0.006
Si	2.747	10.907	17.629	-0.009	0.017	0.028
Si	5.436	-2.673	17.71	0.015	-0.012	0.025
Si	8.147	-0.002	17.708	-0.001	0.002	0.05
Si	10.836	2.729	17.698	0.013	0.011	0.011
Si	8.174	5.436	17.697	-0.01	-0.005	0.013
Si	10.903	8.113	17.673	0.022	-0.019	0.029
Si	8.152	10.903	17.662	-0.033	-0.028	0.017
Si	10.899	-2.746	17.699	-0.021	-0.006	0.013
Si	-2.742	0	17.713	0.02	-0.031	0.025
Si	0.005	2.679	17.643	-0.01	0.01	-0.009
Si	-2.736	5.408	17.701	0	0.028	0.035
Si	-0.076	8.184	17.65	-0.005	-0.009	0.005
Si	-2.702	10.863	17.723	0.008	-0.005	0.002
Si	0.017	-2.693	17.682	0.004	0.014	0.029
Si	1.381	1.384	19.038	-0.013	-0.012	0.019
Si	4.158	4.197	18.882	0.023	0.033	-0.046
Si	1.247	6.796	18.962	0.007	-0.031	-0.038
Si	4.135	9.487	18.884	-0.003	0.007	-0.053
Si	1.421	-4.038	19.011	0.013	0.012	-0.035
Si	4.055	-1.339	19.108	0.023	-0.014	0.016
Si	6.71	1.395	18.98	-0.019	0.012	-0.038
Si	9.482	4.064	19.104	0.008	-0.01	0.012
Si	6.821	6.817	19.037	-0.007	-0.003	-0.006
Si	9.521	9.499	18.959	-0.004	0.003	-0.055
Si	6.821	-4.028	19.048	0.013	0.007	-0.046
Si	9.526	-1.404	19.053	-0.023	-0.001	-0.029
Si	12.17	1.356	19.049	0.004	-0.018	-0.028
Si	-1.355	4.001	19.006	-0.015	0.01	-0.026
Si	12.203	6.722	19.099	-0.018	0.004	-0.02
Si	-1.386	9.486	19.123	-0.001	-0.013	0.021
Si	12.29	-4.076	19.082	0.006	0.033	-0.005
Si	-1.342	-1.341	19.072	0.013	-0.006	-0.035
Si	0.031	0.047	20.442	-0.015	-0.002	0.057
Si	2.799	2.871	20.181	0.002	-0.01	0.015
Si	-0.028	5.359	20.376	0.048	0.008	0.037
Si	2.675	8.196	20.156	-0.003	0.014	0.042
Si	0.055	10.921	20.343	-0.032	-0.006	0.06
Si	2.757	-2.737	20.504	-0.013	-0.027	0.063
Si	5.352	0.118	20.427	-0.006	0.012	0.066
Si	8.042	2.709	20.381	-0.008	-0.007	0.058
Si	5.456	5.486	20.396	0.021	-0.019	0.071
Si	8.205	8.154	20.376	0.02	-0.029	0.054
Si	5.476	10.811	20.269	0.02	-0.006	0.04
Si	8.174	-2.697	20.493	-0.028	-0.004	0.043
Si	10.851	-0.04	20.425	-0.019	0.005	0.044
Si	-2.764	2.701	20.377	0.003	0.026	0.05
Si	10.825	5.366	20.541	0.028	0.011	0.031
Si	-2.749	8.065	20.491	-0.006	-0.035	0.07
Si	10.886	10.832	20.312	0.018	0.016	0.046
Si	-2.67	-2.729	20.485	0.04	0.024	0.072
Si	1.14	-1.543	21.77	0.217	0.089	-0.752
Si	4.22	1.82	21.681	-0.025	-0.264	-0.774
Si	1.732	4.378	21.598	-0.223	-0.081	-0.729
Si	3.801	6.718	21.512	0.172	-0.03	-0.687
Si	1.66	9.758	21.56	-0.092	-0.014	-0.752
Si	3.961	-4.447	21.659	0.003	0.215	-0.688
Si	6.905	-1.079	21.692	-0.042	-0.178	-0.775
Si	9.146	1.06	21.62	0.062	0.051	-0.822
Si	6.549	3.907	21.785	0.2	0.177	-0.765
Si	9.66	6.989	21.815	-0.15	-0.245	-0.722
Si	7.137	9.817	21.602	-0.164	-0.137	-0.77
Si	9.43	-4.323	21.708	0.052	0.305	-0.645
Si	-3.79	-1.075	21.736	-0.145	-0.178	-0.777
Si	-1.59	1.205	21.716	0.229	0.085	-0.717
Si	-3.926	4.134	21.835	-0.271	-0.117	-0.677
Si	-1.667	6.337	21.714	0.011	0.191	-0.807
Si	-4.433	9.212	21.67	0.177	0.016	-0.794
Si	-1.001	-3.86	21.747	-0.204	-0.055	-0.741
Si	3.752	-2.417	31.288	0.137	-0.078	0.155
Si	5.916	3.031	30.454	0.167	0.153	0.195
Si	-4.134	0.23	28.46	0.068	-0.061	-0.004
Si	2.424	-1.176	24.502	-0.033	0.028	0.032
Si	-3.515	9.436	24.486	0.015	0.124	-0.026
Si	-6.06	7.462	30.37	0.093	-0.097	0.012
Si	-4.045	-4.756	31.258	0.168	-0.031	0.101
Si	2.242	2.454	23.874	-0.007	0.08	-0.235
Si	3.156	-0.161	26.989	0.102	-0.041	-0.004
Si	-0.239	3.479	26.914	-0.029	-0.049	-0.016
Si	-3.929	-2.03	24.679	0.051	-0.033	-0.092
Si	1.691	-2.536	26.939	-0.079	0.08	-0.025
Si	-1.835	-4.424	24.648	-0.002	-0.013	-0.122
Si	5.096	-2.657	23.788	0.036	-0.011	-0.119
Si	3.158	3.094	29.188	-0.109	0.079	0.037
Si	8.382	5.188	24.039	-0.097	0.047	-0.114
Si	-2.177	-0.203	26.419	-0.052	0.059	0.012
Si	7.763	8.756	26.944	-0.073	0.079	-0.036
Si	8.513	2.074	29.06	0.034	-0.058	0.055
Si	10.621	9.933	26.386	-0.007	0.105	-0.051
Si	-1.303	7.225	24.526	0.06	0.064	-0.031
Si	10.478	2.826	23.902	0.156	0.08	-0.067
Si	2.551	5.947	30.436	0.064	0.005	0.201
Si	0.721	-5.095	26.174	-0.036	-0.017	-0.069
Si	3.671	8.363	28.875	0.037	-0.126	0.173
Si	-2.983	-1.923	30.293	-0.085	0.119	0.129
Si	1.639	-4.735	31.255	0.012	-0.044	0.229
Si	7.384	5.788	27.059	0.143	-0.027	-0.166
Si	0.88	-6.503	28.818	0.077	0.097	0.035
Si	-0.351	6.097	30.823	-0.034	0.034	0.141
Si	1.198	8.823	24.413	-0.029	-0.022	-0.131
Si	-4.426	4.246	28.07	0.109	-0.104	0.094
Si	6.092	-5.979	29.098	-0.014	0.015	-0.151
Si	7.171	-3.713	25.574	-0.043	-0.055	0.072
Si	-0.576	1.789	24.614	-0.029	0.03	-0.178
Si	10.521	1.803	26.85	-0.14	0.062	0.025
Si	9.983	-3.731	24.694	0.017	-0.11	-0.137
Si	5.051	-0.851	28.936	-0.002	0.081	0.041
Si	7.701	-0.646	30.159	0.084	-0.132	-0.095
Si	-0.497	-1.387	28.62	-0.037	0.093	-0.056
Si	0.907	1.25	28.571	0.169	-0.038	0.131
Si	7.761	8.681	30.925	-0.078	-0.134	0.236
Si	-1.328	3.329	31.501	-0.074	0.104	0.077
Si	4.095	8.003	24.301	-0.062	0.082	-0.133
Si	4.548	6.349	26.618	0.02	0.001	0.078
Si	-1.585	8.06	29.107	-0.089	-0.049	0.05
Si	6.855	-3.043	28.486	0.141	0.01	0.137
Si	9.367	4.804	29.079	-0.003	-0.01	0.109
Si	6.548	5.909	31.486	-0.071	-0.019	0.03
Si	-3.97	2.526	30.491	-0.067	0.12	0.134
Si	2.818	3.881	26.395	0.146	-0.063	-0.079
Si	-1.935	5.825	27.058	0.003	0.131	0.074
Si	-4.289	9.442	29.084	-0.096	-0.109	-0.012
Si	6.341	9.677	24.565	0.004	0.165	-0.038
Si	1.323	14.983	5.526	-0.007	-0.009	0.007
Si	4.068	1.402	5.486	-0.011	-0.002	-0.005
Si	1.352	4.098	5.396	-0.013	0.011	-0.006
Si	4.06	6.788	5.436	-0.002	-0.004	-0.002
Si	1.373	9.502	5.409	0.011	-0.014	-0.013
Si	4.106	12.211	5.441	0.025	0.007	-0.006
Si	6.754	14.951	5.514	-0.005	-0.006	0.003
Si	9.501	1.376	5.522	-0.019	-0.022	0.012
Si	6.807	4.092	5.431	-0.019	0	-0.005
Si	9.524	6.814	5.361	0.008	-0.015	-0.011
Si	6.82	9.511	5.416	0.009	0.004	-0.021
Si	9.532	12.224	5.487	0.015	-0.001	-0.004
Si	12.234	14.976	5.472	0.015	0.017	-0.01
Si	14.954	1.379	5.45	0	-0.001	0.005
Si	12.227	4.128	5.445	-0.032	-0.018	-0.007
Si	14.987	6.793	5.394	0.003	-0.001	-0.009
Si	12.272	9.482	5.412	0.023	0.014	-0.012
Si	14.948	12.207	5.481	0.012	-0.019	-0.004
Si	2.714	0.025	6.84	0.003	-0.014	0.003
Si	5.443	2.755	6.82	-0.004	-0.006	0.001
Si	2.705	5.433	6.793	0.015	0.007	0.002
Si	5.444	8.156	6.773	-0.009	-0.012	0.001
Si	2.724	10.862	6.787	-0.01	0.008	-0.01
Si	5.417	13.574	6.848	0.006	0.004	-0.004
Si	8.137	-0.003	6.847	0.003	0.015	0.001
Si	10.884	2.754	6.823	-0.004	0.002	-0.004
Si	8.175	5.463	6.766	-0.005	-0.006	-0.006
Si	10.885	8.142	6.763	0.01	0.008	-0.005
Si	8.157	10.862	6.813	0.002	0.014	0.002
Si	10.888	13.6	6.829	-0.006	-0.01	-0.002
Si	13.599	0.017	6.819	-0.005	-0.002	-0.006
Si	0	2.747	6.788	-0.001	0.004	-0.004
Si	13.618	5.46	6.785	0.008	-0.011	0.002
Si	0.009	8.152	6.775	0	0.005	0.007
Si	13.583	10.853	6.815	-0.004	0.011	0.003
Si	-0.02	13.581	6.842	0.006	0.01	-0.001
Si	1.347	1.39	8.172	0.014	0.011	-0.002
Si	4.073	4.101	8.17	0.004	0.008	0.007
Si	1.353	6.798	8.152	-0.006	-0.014	0.004
Si	4.087	9.51	8.149	0.015	0.017	-0.002
Si	1.37	12.225	8.165	0.004	0.007	-0.001
Si	4.062	-1.362	8.184	-0.015	-0.024	0.001
Si	6.782	1.372	8.182	-0.015	-0.022	0.002
Si	9.512	4.105	8.159	0.007	-0.005	0.005
Si	6.804	6.805	8.139	0.001	0.005	-0.001
Si	9.532	9.501	8.148	-0.008	0.006	0
Si	6.808	12.228	8.18	-0.005	0.013	0.006
Si	9.521	-1.361	8.182	0.01	0.012	-0.006
Si	12.241	1.38	8.172	0.016	0.014	0.004
Si	-1.361	4.092	8.155	0.006	-0.006	0.006
Si	12.245	6.804	8.144	-0.01	-0.01	0.006
Si	-1.35	9.506	8.151	0.003	0.005	-0.001
Si	12.237	12.226	8.176	-0.005	-0.005	0
Si	-1.377	-1.361	8.18	-0.018	-0.018	-0.001
Si	-0.009	0.01	9.523	0.002	-0.004	0
Si	2.714	2.737	9.529	0.006	-0.004	0.002
Si	-0.005	5.447	9.52	0.003	0.007	0
Si	2.72	8.157	9.51	-0.002	-0.002	-0.001
Si	0.001	10.87	9.517	-0.004	-0.006	-0.004
Si	2.708	13.596	9.533	0.006	0.008	0.003
Si	5.43	0	9.533	0	0.005	-0.003
Si	8.158	2.734	9.52	-0.003	0.009	-0.002
Si	5.443	5.457	9.517	-0.007	-0.007	0.003
Si	8.162	8.158	9.51	0.002	-0.016	-0.004
Si	5.437	10.872	9.523	-0.003	0.004	0.002
Si	8.164	13.595	9.535	0.002	-0.012	0.006
Si	10.882	0.008	9.527	-0.009	-0.008	-0.003
Si	13.605	2.731	9.524	0.002	-0.004	0
Si	10.886	5.449	9.514	0	-0.006	0.001
Si	13.601	8.16	9.513	-0.002	0.011	-0.002
Si	10.874	10.869	9.523	0.002	0.017	0.008
Si	13.591	13.595	9.535	-0.002	0.006	0.007
Si	1.348	-1.356	10.882	0.007	-0.013	0.003
Si	4.069	1.365	10.88	-0.009	-0.012	0.002
Si	1.352	4.093	10.887	-0.004	0.002	0.001
Si	4.079	6.809	10.881	0.013	0.006	0.005
Si	1.361	9.515	10.876	0.006	0.01	-0.002
Si	4.082	12.242	10.88	-0.005	0.003	-0.004
Si	6.802	-1.357	10.884	0.001	0.005	-0.003
Si	9.517	1.367	10.878	0.004	0.001	0.002
Si	6.797	4.09	10.876	-0.01	-0.003	0
Si	9.521	6.802	10.871	0.001	0.008	-0.001
Si	6.806	9.52	10.877	-0.004	0.009	-0.001
Si	9.525	12.235	10.891	-0.003	-0.005	0
Si	12.232	-1.361	10.892	0.003	-0.002	0
Si	-1.369	1.362	10.888	-0.009	0.011	-0.004
Si	12.241	4.086	10.876	-0.002	-0.01	0.003
Si	-1.368	6.802	10.88	-0.002	-0.015	0.003
Si	12.245	9.519	10.877	0.001	-0.005	-0.003
Si	-1.358	12.234	10.88	0.01	0.003	0.001
Si	2.711	0.004	12.237	0.001	0.005	-0.002
Si	5.439	2.722	12.229	-0.004	-0.006	-0.006
Si	2.716	5.45	12.243	-0.006	-0.006	0.001
Si	5.44	8.172	12.238	0	-0.003	0
Si	2.713	10.89	12.232	0.012	0	-0.005
Si	5.444	-2.718	12.239	-0.002	-0.003	0.002
Si	8.162	0.003	12.241	-0.002	0	0.004
Si	10.886	2.718	12.232	0.006	0.01	-0.006
Si	8.164	5.444	12.234	0.005	-0.006	0.002
Si	10.882	8.159	12.229	-0.006	-0.002	-0.006
Si	8.166	10.877	12.245	-0.002	0.007	0.004
Si	10.88	-2.722	12.257	-0.006	-0.001	0.003
Si	13.594	-0.003	12.251	-0.003	-0.009	0.005
Si	-0.014	2.729	12.24	0.015	-0.014	-0.003
Si	13.594	5.442	12.242	0.001	0.007	0.001
Si	-0.006	8.162	12.236	0.002	0.008	-0.008
Si	13.6	10.88	12.242	-0.003	0.002	-0.006
Si	-0.006	-2.72	12.241	-0.014	0.005	-0.002
Si	1.34	1.36	13.588	-0.006	0.009	-0.005
Si	4.079	4.075	13.585	0.013	-0.009	0
Si	1.347	6.805	13.601	0.01	-0.001	0.005
Si	4.077	9.543	13.588	-0.02	0.024	-0.003
Si	1.36	12.249	13.6	0.009	-0.008	-0.004
Si	4.081	-1.352	13.589	-0.003	0	-0.008
Si	6.797	1.365	13.592	-0.005	0.005	-0.003
Si	9.53	4.078	13.584	0.001	-0.022	-0.007
Si	6.807	6.812	13.587	-0.013	0.006	0.001
Si	9.536	9.518	13.596	0.012	-0.009	-0.007
Si	6.813	12.25	13.598	-0.001	-0.007	-0.002
Si	9.519	-1.354	13.611	-0.009	0.005	-0.003
Si	12.231	1.355	13.608	-0.005	0.002	-0.005
Si	-1.376	4.08	13.607	-0.01	-0.001	-0.001
Si	12.229	6.799	13.595	-0.012	0.009	-0.004
Si	-1.362	9.522	13.6	0.002	-0.005	-0.002
Si	12.247	12.236	13.613	0.012	-0.003	0.002
Si	-1.37	-1.373	13.607	0.016	-0.005	0.004
Si	-0.012	-0.002	14.951	-0.011	-0.006	-0.007
Si	2.706	2.715	14.934	-0.006	-0.016	0.002
Si	-0.02	5.444	14.963	0.006	0.003	0.003
Si	2.704	8.192	14.936	0.013	-0.001	0
Si	-0.006	10.892	14.956	0.001	0.007	0
Si	2.724	-2.702	14.951	0.006	0.008	0.003
Si	5.439	0.005	14.952	0.002	0.008	0
Si	8.176	2.716	14.937	0.007	0.016	-0.001
Si	5.445	5.441	14.927	-0.006	-0.009	0
Si	8.18	8.159	14.949	-0.004	0.01	-0.003
Si	5.444	10.899	14.946	-0.004	-0.005	0.005
Si	8.164	-2.714	14.974	0	-0.006	0.005
Si	10.876	-0.001	14.982	0.005	-0.008	0.001
Si	-2.735	2.715	14.968	0.001	-0.002	0.004
Si	10.88	5.428	14.955	0.009	0.008	-0.003
Si	-2.734	8.162	14.948	0.003	-0.003	-0.004
Si	10.894	10.867	14.97	-0.022	-0.011	0.002
Si	-2.719	-2.731	14.987	-0.001	0.003	0.001
O	9.107	8.55	30.065	0.183	0.485	-0.589
O	3.048	-1.758	27.327	0.528	-0.352	0.22
O	2.627	5.516	32.009	-0.252	0.121	-0.123
O	4.309	7.645	22.746	0.451	0.357	0.115
O	-1.134	1.923	23.107	0.078	0.24	0.145
O	1.04	1.611	24.563	0.184	-0.525	0.197
O	2.811	10.795	22.134	0.027	0.013	0.251
O	2.737	5.593	22.057	-0.057	0.081	0.324
O	10.182	-5.028	25.634	0.105	-0.098	-0.041
O	-0.858	6.718	23.067	0.612	-0.018	0.098
O	-4.004	5.929	33.026	0.192	0.09	-0.215
O	1.343	10.293	25.034	0.174	0.41	-0.189
O	6.014	-1.632	22.94	-0.294	0.226	0.387
O	6.881	9.808	27.793	-0.122	0.111	-0.26
O	-4.467	3.381	23.203	0.292	-0.034	0.343
O	0.466	-4.093	32.163	-0.267	-0.096	-0.362
O	-1.291	-2.304	32.951	0.055	0.129	-0.224
O	6.198	-0.15	29.828	-0.254	0.616	0.208
O	4.059	3.509	32.95	-0.066	-0.168	-0.144
O	10.785	8.115	22.21	0.108	0.132	0.307
O	1.378	0.534	32.974	0.105	-0.125	-0.625
O	5.426	6.434	32.511	-0.287	-0.325	-0.135
O	3.078	-1.378	32.3	-0.202	0.192	-0.286
O	9.443	3.445	32.988	-0.053	-0.15	-0.471
O	5.082	-3.065	31.971	0.126	-0.1	-0.531
O	-2.681	-5.692	25.188	-0.123	-0.166	0.674
O	-3.105	-1.048	31.678	-0.374	0.31	-0.152
O	10.223	-4.002	23.107	0.317	0.037	0.092
O	-4.639	2.845	27.311	0.333	-0.206	-0.307
O	-3.427	-3.458	30.527	0.149	0.036	-0.186
O	6.834	-5.208	25.076	0.043	0.022	0.021
O	1.075	-5.293	29.863	-0.063	0.109	-0.094
O	0.041	-2.678	22.218	-0.152	0.127	0.194
O	-2.737	-3.107	24.685	0.214	-0.01	0.169
O	1.443	3.554	22.974	-0.426	0.032	0.206
O	2.25	9.029	28.529	-0.042	-0.249	-0.225
O	1.313	-1.843	25.499	-0.638	-0.143	-0.231
O	7.688	7.286	27.576	0.055	-0.023	0.32
O	-1.636	6.899	30.242	-0.367	-0.03	0.205
O	8.467	-3.186	24.778	-0.077	0.535	-0.202
O	7.868	-0.719	31.761	-0.319	0.071	-0.154
O	4.904	-4.031	22.939	0.115	-0.089	0.311
O	-3.393	5.231	27.357	-0.351	0.134	-0.094
O	4.271	7.611	27.579	0.211	0.202	-0.184
O	-4.839	9.067	25.325	-0.262	-0.595	-0.224
O	3.267	5.407	26.521	-0.332	0.133	0.132
O	-1.297	-1.286	27.216	0.074	-0.546	-0.316
O	5.996	4.671	30.591	-0.148	0.183	-0.303
O	-2.667	0.048	22.125	-0.072	-0.029	0.191
O	3.227	1.537	22.959	-0.123	-0.609	0.276
O	0.249	-5.952	27.444	-0.692	-0.275	0.095
O	-0.635	4.515	30.674	0.32	-0.103	-0.293
O	6.118	2.308	31.912	0.324	-0.463	-0.317
O	5.393	2.832	22.231	-0.039	-0.06	0.31
O	6.653	9.283	23.043	-0.065	-0.32	0.029
O	-5.233	-4.262	32.218	-0.441	-0.053	-0.288
O	0.979	8.986	22.821	-0.305	-0.237	0.072
O	5.804	5.48	27.113	-0.019	-0.263	0.347
O	2.898	4.642	29.556	0.076	-0.029	-0.343
O	-2.817	0.69	27.616	0.393	0.683	0.161
O	7.156	8.621	25.462	0.291	-0.673	-0.314
O	-0.203	2.222	27.922	-0.56	-0.08	0.242
O	4.443	2.588	29.991	-0.06	-0.545	0.005
O	0.695	-2.393	28.206	-0.071	-0.374	0.31
O	1.813	0.616	27.395	-0.179	0.046	-0.535
O	-0.059	8.081	25.094	0.001	0.07	0.808
O	9.38	3.301	29.746	0.108	-0.017	0.337
O	-4.766	-6.216	27.694	0.284	0.575	0.12
O	-2.817	5.277	22.228	0.03	-0.029	0.248
O	-2.926	-5.543	32.128	0.016	-0.024	-0.309
O	6.875	-6.422	30.419	-0.07	0.358	0.351
O	5.859	-2.86	25.191	-0.125	0.277	0.541
O	2.308	-5.975	32.053	0.142	-0.305	-0.468
O	9.562	4.108	24.19	0.133	0.316	0.439
O	9.678	5.963	30.161	-0.025	-0.181	0.345
O	9.043	2.088	27.503	-0.282	0.163	-0.188
O	1.658	-0.797	23.133	-0.18	0.32	0.018
O	2.537	7.981	24.697	-0.042	-0.179	0.369
O	3.498	7.224	30.047	0.529	0.005	0.184
O	8.054	-0.023	22.211	0.001	0.101	0.313
O	-2.121	4.029	32.708	-0.022	-0.064	0.04
O	-0.932	4.719	27.655	0.247	-0.126	0.368
O	3.589	-2.19	24.05	-0.252	-0.391	-0.212
O	4.04	-1.571	29.96	-0.291	-0.139	-0.201
O	4.022	8.642	33.027	-0.112	0.183	-0.271
O	-1.663	5.986	25.48	-0.056	-0.628	-0.445
O	11.025	-2.646	25.263	-0.028	0.075	0.691
O	-2.625	8.116	24.362	-0.266	-0.353	-0.001
O	-0.083	6.571	32.345	0.136	-0.282	-0.037
O	1.899	-4.1	26.659	0.617	-0.136	0.157
O	4.871	6.866	25.13	0.381	-0.062	-0.33
O	5.732	-1.99	28.022	-0.373	-0.2	-0.487
O	6.122	-4.352	29.131	-0.372	-0.007	0.242
O	-1.708	7.288	27.692	0.092	0.324	-0.283
O	4.739	9.443	24.692	-0.395	0.496	0.33
O	-1.427	8.767	32.981	0.134	0.064	-0.654
O	7.562	-3.586	27.137	0.491	-0.218	-0.026
O	-1.409	-4.668	23.104	-0.179	-0.308	0.084
O	-6.759	-2.254	32.929	0.035	-0.139	-0.332
O	-3.91	-1.227	29.144	-0.419	-0.392	-0.349
O	-0.182	2.331	32.007	0.147	0.042	-0.521
O	-4.139	3.913	29.642	0.153	0.402	0.039
O	-0.973	3.073	25.524	-0.621	0.224	-0.015
O	6.727	-4.941	32.932	0.166	0.113	-0.229
O	8.187	-7.201	32.425	0.473	-0.167	0.159
O	7.927	5.557	25.546	-0.001	-0.016	-0.037
O	2.743	-3.614	30.941	-0.112	0.022	-0.147
O	-5.624	7.599	31.92	-0.072	0.251	-0.113
O	3.169	3.19	24.98	0.644	-0.041	-0.161
O	-4.316	-1.583	23.18	-0.588	-0.213	0.17
O	-4.884	7.947	29.371	0.296	-0.23	-0.267
O	-4.683	-5.806	30.222	-0.391	-0.161	-0.201
O	-5.371	0.331	27.408	-0.339	-0.437	-0.276
O	6.996	7.26	30.719	-0.053	-0.132	-0.523
O	-4.459	1.255	29.653	-0.485	-0.079	0.024
O	-1.219	0.521	25.36	0.139	-0.066	0.01
O	1.89	2.121	29.531	0.051	0.126	0.56
O	-1.452	-1.974	29.771	0.407	-0.45	0.449
O	9.788	1.817	22.88	-0.031	-0.218	0.129
O	-4.76	2.428	31.9	0.07	-0.031	-0.278
O	6.978	2.495	29.361	-0.335	0.117	-0.263
O	0.11	0.005	29.225	-0.005	0.227	0.287
O	-2.696	9.217	29.136	0.44	0.341	-0.14
O	4.642	9.625	29.208	-0.46	0.161	0.158
O	8.964	6.461	23.204	-0.033	0.388	0.292
O	7.997	4.879	28.238	-0.42	-0.266	0.066
O	8.226	10.953	22.052	-0.092	0.1	0.104
O	7.845	-2.152	29.472	0.438	-0.357	-0.01
O	9.3	9.184	26.876	0.001	0.009	0.168
O	-3.418	-0.825	25.6	-0.18	0.38	0.148
O	10.575	1.936	25.247	0.052	-0.403	-0.076
O	7.815	5.345	32.291	0.199	0.239	-0.184
O	-2.373	2.408	30.701	0.124	-0.602	-0.152
O	-0.19	8.784	29.395	0.229	0.012	0.287
O	4.391	0.259	27.945	0.089	0.519	0.074
O	1.237	3.936	26.548	0.093	0.28	-0.262
O	3.225	-0.027	25.367	0.105	0.265	-0.169
O	7.176	4.539	23.158	-0.262	0.03	0.249
O	3.462	3.018	27.597	0.432	-0.415	-0.092
O	1.039	6.375	30.054	0.091	0.188	-0.716
O	-0.537	-4.262	25.592	0.106	0.335	0.328
O	-3.892	9.961	23.007	0.158	0.58	0.186
O	10.497	5.023	27.956	-0.147	0.566	-0.513
O	8.696	0.546	29.627	0.531	-0.237	-0.045

Results
total energy: -101653.776 eV
total energy less fixed offsets of O -438.35, Si -107.03 eV per atom: -0.576 eV
